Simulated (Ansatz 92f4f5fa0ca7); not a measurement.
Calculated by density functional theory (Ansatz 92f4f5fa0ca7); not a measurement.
Periodic cell of 215 atoms, Si133O82, from a study of silicon, its oxide and their interface. The atomic structure is a simulated model.
Doubt: the cutoff is far below the 930 eV that the study's wrapper takes by default for these files, so forces and energies are approximate.
This geometry differs little from another in the collection (a relaxation step or a small displacement).

Settings
functional: PBE
potential files: Ansatz PAW
basis: plane waves
wave-function cutoff: 580 eV
density cutoff ratio: 5
exchange-correlation grid ratio: 1
k mesh: 1 x 1 x 1, Gamma-centred
self-consistency stop: 5e-08 eV per atom in the density residual
occupations: fixed
spin: none
net charge: 0

Cell vectors (angstrom)
a 10.938 0 0
b 0 10.938 0
c 0 0 31.3938

Atoms: element, x, y, z (angstrom)
Si 0.573 -0.4616 24.0093
Si 5.1326 0.5161 24.0556
Si 3.1846 2.0686 24.0072
Si 7.9264 3.2653 23.9987
Si -0.4528 5.7908 24.1079
Si 5.9745 4.7918 23.899
Si 2.1194 8.5504 24.008
Si 8.6994 7.5681 23.8236
Si 1.4552 1.2389 25.3794
Si 6.8858 1.4633 25.2692
Si 4.1301 3.9774 25.1457
Si 9.5185 4.1554 25.4633
Si 1.2841 6.8365 25.3411
Si 6.8696 6.7074 25.1026
Si 4.0905 9.5365 25.0715
Si 9.5903 9.4751 25.0493
Si 2.8301 -0.1069 26.6751
Si 8.2392 -0.0376 26.5139
Si 0.0337 2.6973 26.62
Si 5.4842 2.747 26.657
Si 2.7674 5.429 26.5468
Si 8.1404 5.5089 26.7141
Si -0.0545 8.231 26.6485
Si 5.4893 8.1629 26.478
Si 4.1018 1.3673 27.9756
Si 9.5708 1.3673 27.9756
Si 1.3673 4.1018 27.9756
Si 6.8362 4.1018 27.9756
Si 4.1018 6.8362 27.9756
Si 9.5708 6.8362 27.9756
Si 1.3673 9.5708 27.9756
Si 6.8362 9.5708 27.9756
Si 0 0 29.3428
Si 5.469 0 29.3428
Si 2.7345 2.7345 29.3428
Si 8.2035 2.7345 29.3428
Si 0 5.469 29.3428
Si 5.469 5.469 29.3428
Si 2.7345 8.2035 29.3428
Si 8.2035 8.2035 29.3428
Si 1.3673 1.3673 30.7101
Si 6.8362 1.3673 30.7101
Si 4.1018 4.1018 30.7101
Si 9.5708 4.1018 30.7101
Si 1.3673 6.8362 30.7101
Si 6.8362 6.8362 30.7101
Si 4.1018 9.5708 30.7101
Si 9.5708 9.5708 30.7101
Si 2.7345 0 0.6835
Si 8.2035 0 0.6835
Si 0 2.7345 0.6835
Si 5.469 2.7345 0.6835
Si 2.7345 5.469 0.6835
Si 8.2035 5.469 0.6835
Si 0 8.2035 0.6835
Si 5.469 8.2035 0.6835
Si 4.1018 1.3673 2.0507
Si 9.5708 1.3673 2.0507
Si 1.3673 4.1018 2.0507
Si 6.8362 4.1018 2.0507
Si 4.1018 6.8362 2.0507
Si 9.5708 6.8362 2.0507
Si 1.3673 9.5708 2.0507
Si 6.8362 9.5708 2.0507
Si 0 0 3.418
Si 5.469 0 3.418
Si 2.7345 2.7345 3.418
Si 8.2035 2.7345 3.418
Si 0 5.469 3.418
Si 5.469 5.469 3.418
Si 2.7345 8.2035 3.418
Si 8.2035 8.2035 3.418
Si 1.3652 1.419 4.7279
Si 6.8225 1.3833 4.9173
Si 4.0825 4.1004 4.7251
Si 9.5234 4.1321 4.8673
Si 1.3599 6.8272 4.7838
Si 6.8325 6.8525 4.7362
Si 4.1585 9.5911 4.842
Si 9.5183 9.6141 4.7214
Si 2.7773 0.1189 6.1013
Si 8.2824 -0.0046 6.3005
Si 0.0763 2.804 6.187
Si 5.3646 2.8239 6.2379
Si 2.7653 5.4732 6.1158
Si 8.0561 5.495 6.2203
Si -0.0674 8.2197 6.023
Si 5.6393 8.2681 6.1977
Si 3.497 1.9608 7.4479
Si 10.2702 0.8905 7.3093
Si 1.8512 3.7499 7.4748
Si 6.1397 4.6811 7.4937
Si 4.4598 6.5901 7.2969
Si 9.1649 7.2509 7.3122
Si 0.951 10.0346 7.0614
Si 7.4903 9.0693 7.5979
O 6.2705 4.0911 9.0568
O 7.2804 9.4153 9.2457
O 8.5757 15.6212 10.0673
O 1.2056 9.8125 8.704
O 3.576 1.6938 9.0899
O 1.5556 4.1139 9.0843
O 10.5548 0.9993 8.9895
O 3.6647 7.4611 8.4979
O 8.2167 7.8468 22.2351
O 8.7857 3.1552 22.5366
O 5.4312 4.8177 22.3143
O 2.5084 2.1418 22.4689
O 11.4253 11.1849 22.4872
O 0.0262 4.8251 22.8102
O 2.0011 7.6667 22.5678
O 6.0238 0.3758 22.6376
Si 15.1207 12.3816 10.5705
Si 1.3189 1.9601 14.5908
Si 3.4773 7.4569 10.1126
Si 1.6357 6.3069 18.4866
Si -1.696 17.0723 14.6684
Si 1.1127 7.1265 15.6379
Si 7.185 12.1241 14.3984
Si 10.1294 3.8095 21.8194
Si 5.5545 6.665 11.983
Si 1.6116 2.2719 17.5681
Si 7.0475 4.269 10.4854
Si 12.7547 9.8876 14.6754
Si -1.1181 5.1109 19.0173
Si 3.1112 14.2899 12.6925
Si 2.6576 7.6536 21.0738
Si 2.3448 10.0332 11.5949
Si 7.2524 11.6879 18.5707
Si 5.9571 -0.1963 21.1229
Si 8.2801 7.7472 12.3506
Si 11.0969 -0.3878 9.7195
Si 5.4111 13.1692 16.8179
Si -1.4048 3.0691 14.5027
Si 7.1786 7.9477 20.9729
Si -5.7833 5.5967 20.9089
Si 3.1989 10.8617 17.0897
Si 9.5964 5.947 10.1236
Si -1.3798 2.5431 17.6919
Si 12.2131 12.3615 21.6437
Si 3.8686 4.1994 18.3995
Si -4.5128 6.9453 16.0075
Si 6.9244 12.2952 11.4439
Si 8.0928 7.6239 18.1833
Si 8.3121 9.9346 10.4295
Si 3.1865 10.576 20.0167
Si 1.5667 4.9251 10.509
Si 7.3387 9.6462 16.3257
Si 3.8786 5.8854 14.3824
O 8.1957 0.5828 10.781
O 4.2859 22.9397 16.6906
O 5.7316 1.0194 10.3913
O 8.9611 14.8678 18.2897
O 1.6593 7.1507 19.8854
O 3.932 6.6519 21.0869
O -4.1623 7.3399 12.8049
O 3.4662 11.1395 11.2939
O 7.8199 6.2788 15.4537
O 11.8054 8.6037 14.9942
O 13.6482 6.0754 10.4886
O 0.145 2.434 18.2188
O 0.4716 5.1685 18.6164
O 6.3047 19.4969 15.6455
O -2.3936 8.7179 17.0059
O 4.2969 17.6095 13.0178
O 2.7256 3.0116 18.525
O 1.8064 11.6027 17.4704
O 4.793 4.4884 19.7372
O 13.9637 9.8868 15.7958
O 1.3557 7.3137 17.2405
O 6.4612 11.8049 12.9586
O -2.1468 7.035 11.0003
O 11.1165 2.6001 21.2914
O 0.053 13.641 13.9027
O 1.9003 4.0308 11.8327
O 9.8917 6.6067 8.67
O 6.0522 9.1066 21.2456
O 9.2919 7.3291 13.5483
O 9.7985 -1.3567 9.8721
O 0.8941 10.6853 11.1682
O 8.1642 9.3058 11.9351
O 4.5545 0.3561 20.5134
O 2.4229 -4.5492 14.9472
O -4.6443 2.0057 18.1731
O 6.4931 6.4994 20.6304
O -1.2852 4.8007 20.6061
O 7.219 13.8801 11.39
O 5.088 6.1544 15.484
O 1.6624 13.6983 15.9945
O 3.0624 5.5902 18.1271
O -0.2775 6.268 15.4751
O 2.399 9.6851 13.1772
O 2.5581 2.0796 13.5497
O -3.2473 10.7559 15.1736
O -2.1627 12.1411 18.1949
O 11.9369 11.3021 14.7819
O 3.7687 15.2704 13.8421
O 3.5006 10.075 18.4796
O 3.0203 9.2169 20.8649
O 6.2865 2.1112 15.4322
O 11.0201 -5.3981 10.7813
O -1.4318 2.7259 16.0883
O 7.1474 11.326 20.1572
O 6.6778 6.9269 17.6488
O -2.4868 12.9913 13.8677
O -1.7013 17.4572 18.4691
O 7.9384 8.4058 19.6036
O -6.7962 13.6967 11.5643
O 2.6292 8.6801 10.7427
O 6.1555 5.2573 11.4304
O 4.7681 3.7213 17.0967
O 9.1969 4.607 14.0886
O 15.9446 7.5036 10.7047
O 6.7349 -0.491 17.6245
O 1.9395 11.6086 20.3265

Results
free energy: -131182.609 eV
free energy less fixed offsets of O -568.88, Si -635.61 eV per atom: 1.681 eV

Forces (eV/angstrom), in the order of the atoms: element, x, y, z
Si -0.0277 -0.0543 -0.0338
Si -0.0336 -0.0238 -0.122
Si 0.0497 0.0341 -0.0526
Si -0.0217 -0.03 -0.0366
Si 0.0166 -0.025 -0.0776
Si 0.0306 -0.0042 -0.0688
Si 0.0118 0.0341 -0.1536
Si -0.0248 -0.0272 -0.019
Si -0.0175 -0.0116 0.0202
Si 0.1174 0.0275 0.003
Si -0.0708 0.0101 0.0211
Si 0.0218 -0.0449 -0.0059
Si 0.0264 -0.0765 0.0356
Si -0.0485 0.0234 0.0324
Si 0.0487 -0.0577 0.0325
Si -0.0191 0.0469 0.0242
Si 0.0094 0.0046 -0.095
Si 0.0023 -0.0238 -0.0133
Si -0.0187 0.0363 -0.0292
Si -0.0628 -0.033 -0.0026
Si -0.0027 -0.0204 -0.0177
Si 0.0062 0.0596 -0.0898
Si -0.0151 0.0143 -0.018
Si -0.0074 0.0083 -0.0321
Si 0.3406 -0.1862 0.3475
Si 0.0117 -0.3799 -0.3233
Si 0.2509 -0.0269 -0.2228
Si -0.376 0.1133 0.7899
Si 0.1756 -0.0618 -0.6497
Si -0.2657 0.3204 0.597
Si -0.0375 -0.2173 0.3844
Si 0.0121 -0.1535 -0.793
Si 0.0605 0.0379 0.0195
Si -0.0405 0.128 0.0192
Si -0.0347 -0.0214 0.0166
Si -0.1004 0.0061 -0.0307
Si -0.0197 0.069 -0.0294
Si 0.0415 -0.0703 0.0766
Si -0.1791 -0.0412 -0.0135
Si 0.067 -0.0849 0.0745
Si -0.0253 -0.0107 0.0019
Si 0.066 -0.062 -0.0026
Si 0.0079 0.0473 0.0053
Si 0.0455 -0.0426 -0.0418
Si 0.101 -0.0292 -0.0149
Si -0.0649 0.0577 0.012
Si 0.0372 -0.055 -0.0311
Si -0.0247 0.0397 -0.0011
Si 0.0252 -0.0017 0.0019
Si 0.0084 0.0382 0.0307
Si -0.009 0.0563 0.0263
Si -0.003 -0.0344 -0.0036
Si -0.1311 0.0163 0.0362
Si 0.0168 -0.0007 -0.0014
Si -0.005 -0.0539 -0.0049
Si -0.042 0.0402 0.0276
Si -0.0007 0.0655 -0.0061
Si 0.0567 -0.0503 -0.0221
Si 0.0252 -0.0752 -0.0319
Si -0.0128 0.0308 0.0131
Si 0.0517 -0.0272 -0.0394
Si 0.0378 0.0542 -0.0102
Si 0.0227 0.0628 0.0234
Si 0.0285 -0.0456 -0.0344
Si -0.0562 0.2536 -0.2908
Si 0.2781 0.2201 0.4428
Si -0.0046 0.1204 -0.749
Si -0.0753 -0.0846 0.7244
Si -0.2537 -0.1393 0.2759
Si -0.0991 0.0932 -0.3353
Si 0.2493 0.1034 0.4479
Si -0.0967 0.0152 -0.5534
Si -0.0504 -0.0265 0.0512
Si 0.0147 0.0129 0.0156
Si 0.0133 0.0329 0.0457
Si -0.0054 -0.0205 0.0152
Si 0.0086 0.007 0.0231
Si -0.0009 -0.0071 0.0357
Si 0.0022 -0.03 0.0101
Si -0.0132 0.0623 0.0958
Si 0.0846 0.0229 -0.0507
Si 0.0011 -0.0185 -0.0124
Si 0.0121 0.0442 -0.0008
Si 0.0325 -0.0735 -0.063
Si 0.0145 0.0161 0.0032
Si -0.0009 -0.0879 -0.0416
Si 0.0299 -0.076 -0.0799
Si 0.0089 0.0378 0.0114
Si -0.031 0.0485 0.0789
Si 0.0543 -0.0424 -0.0252
Si -0.0059 -0.0192 0.0118
Si -0.0224 0.0654 0.0659
Si -0.0187 -0.023 0.0018
Si 0.0115 0.0571 0.1641
Si -0.1297 0.0392 0.1352
Si 0.0506 -0.0144 -0.0243
O 0.034 0.0224 0.0092
O 0.007 0.0026 0.0312
O -0.0492 0.0487 0.0094
O 0.0455 -0.0127 -0.0598
O 0.0106 -0.0062 -0.0101
O 0.0081 0.002 0.0349
O 0.001 -0.0149 0.0459
O 0.0041 0.0107 0.0108
O -0.0146 -0.0012 -0.012
O 0 0.0128 -0.0006
O 0.0134 0.0554 -0.0372
O 0.0084 -0.0247 0.0255
O 0.0273 -0.0032 0.008
O -0.0416 0.0446 0.0265
O 0.0959 0.075 -0.0591
O -0.0408 0.0127 0.0028
Si -0.0067 -0.0099 -0.0473
Si 0.0081 0.0048 -0.0147
Si -0.0028 -0.0244 0.0052
Si -0.003 -0.0167 -0.0458
Si -0.0031 0.0112 -0.0171
Si 0.0063 -0.004 -0.021
Si -0.0089 -0.0036 -0.01
Si -0.0257 -0.0031 0.0824
Si 0.0076 0.0042 0.0129
Si 0.0048 0.0135 -0.0433
Si 0.0331 -0.0123 -0.0494
Si 0.0241 -0.0007 -0.0256
Si -0.0118 0.0042 -0.0252
Si 0.0087 -0.0129 0.0015
Si 0.0529 -0.0006 0.1626
Si 0.0186 0.0108 0.0053
Si 0.0034 0.0102 -0.0262
Si -0.0071 -0.0243 0.07
Si -0.0168 -0.0016 0.0061
Si -0.0436 0.0458 -0.0563
Si 0.0118 -0.0129 -0.0429
Si -0.0056 -0.0055 0.0041
Si -0.0055 0.0282 0.0279
Si -0.0604 0.0043 0.1086
Si 0.004 -0.019 -0.0283
Si 0.0106 -0.0323 -0.0781
Si -0.0293 0.028 -0.0675
Si 0.0111 -0.0094 0.0778
Si -0.0047 0.0031 -0.0305
Si -0.0034 -0.0128 -0.0277
Si 0.005 -0.0182 -0.0071
Si 0.0028 -0.0197 -0.0325
Si 0.0012 -0.0257 -0.0522
Si 0.0031 -0.0123 0.0154
Si -0.0015 0.0018 -0.0509
Si 0.002 0.009 -0.04
Si -0.0047 -0.0019 -0.0277
O -0.0107 0.016 0.0039
O 0.003 0.001 0.0174
O 0.0104 0.0127 -0.002
O 0.0296 -0.0128 0.0206
O 0.007 -0.0155 0.006
O -0.0667 0.0382 -0.0167
O 0.0029 0.0018 -0.0217
O -0.006 0.0008 -0.0074
O 0.0049 -0.0053 0.0142
O -0.01 -0.0015 0.0028
O 0.0122 0.0014 -0.0086
O -0.007 0.0006 0.0196
O 0.0038 0.0004 0.0263
O 0.0037 0.0093 0.0138
O -0.0066 0.0067 0.0137
O -0.006 -0.0061 -0.0118
O 0 0.0077 0.02
O -0.0095 0.0033 0.019
O -0.0093 0.0133 0.0066
O -0.0022 0.0053 0.011
O -0.0037 0.0044 0.0167
O 0 -0.0012 0.0087
O 0.004 -0.0176 0.0018
O -0.0011 0.0148 -0.0256
O 0.0001 -0.0042 -0.0012
O -0.0054 -0.0039 -0.0066
O -0.0694 -0.0324 0.0152
O 0.0258 0.0361 0.0066
O 0.0032 -0.0052 -0.0002
O -0.0022 0.0082 0.0126
O -0.0038 -0.0017 -0.0065
O 0.0036 -0.0055 0.006
O -0.0035 -0.0184 -0.0086
O -0.0019 -0.0028 0.0028
O -0.0039 0.0004 0.0117
O -0.0206 -0.0059 0.0226
O 0.0166 -0.0112 -0.0348
O 0.0047 0.0317 -0.0249
O 0.0117 0.0036 0.0233
O -0.0032 -0.0019 0.0184
O -0.002 -0.0034 0.0241
O -0.003 -0.0046 0.0102
O -0.0049 -0.0029 -0.0018
O -0.0116 -0.0022 0.007
O -0.0029 -0.0106 0.0083
O 0.0067 0.0087 0.0195
O -0.0106 -0.0007 0.0067
O -0.0012 0.0035 0.0009
O -0.0015 0.0029 0.0184
O 0.008 -0.1073 0.018
O -0.0052 -0.0043 0.0118
O -0.0501 0.0185 -0.0151
O 0.0014 -0.0016 0.0332
O 0.0113 0.0069 -0.0035
O 0.0063 0.0078 0.0076
O 0.0043 0.0103 -0.0066
O 0.0015 -0.0165 0.0264
O -0.0021 0.0063 0.0034
O -0.0049 0.0137 -0.0007
O -0.0145 0.005 -0.0087
O 0.0161 -0.0095 -0.0135
O 0.0017 -0.0099 0.0177
O -0.0021 -0.007 0.0033
O -0.0028 0.0018 -0.009
O -0.0048 -0.0051 0.028
O -0.005 0.0039 -0.0013

The program warned: the cutoff lies below the one the program advises for these potential files; the forces do not sum to zero within the program's tolerance; the exchange-correlation potential is rough where the density is thin.
